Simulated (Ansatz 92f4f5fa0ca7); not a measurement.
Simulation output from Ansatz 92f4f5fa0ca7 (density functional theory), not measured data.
Periodic cell of 226 atoms, Si133O92As1, from a study of silicon, its oxide and their interface. The atomic structure is a simulated model.
Doubt: the cutoff is far below the 930 eV that the study's wrapper takes by default for these files, so forces and energies are approximate.
This geometry differs little from another in the collection (a relaxation step or a small displacement).

Settings: functional PBE; potential files Ansatz PAW; basis plane waves; wave-function cutoff 580 eV; density cutoff ratio 5; exchange-correlation grid ratio 1; k mesh 1 x 1 x 1, Gamma-centred; self-consistency stop 5e-08 eV per atom in the density residual; occupations fixed; spin none; net charge +1 e, with a uniform compensating background and no finite-size correction.

Cell vectors (angstrom)
a 10.938 0 0
b 0 10.938 0
c 0 0 31.9494

Atoms and the computed forces on them: element, x, y, z (angstrom), force x, y, z (eV/angstrom)
Si 10.5939 0.0909 24.3663 0.0035 -0.0023 -0.0413
Si 5.0024 0.1827 24.5894 -0.0151 -0.0183 -0.0595
Si 2.7925 2.4675 24.4843 -0.0156 -0.0033 -0.0241
Si 8.5325 2.5205 24.5772 -0.0059 0.0182 -0.0533
Si 10.5018 5.6878 24.4672 -0.0487 -0.1052 -0.0233
Si 5.1135 5.6495 24.4282 0.0139 -0.0092 -0.0314
Si 2.9087 7.9783 24.4042 -0.004 -0.0025 -0.049
Si 8.2619 8.0078 24.5492 -0.0129 -0.0236 -0.0041
Si 1.2422 1.2581 25.7999 -0.0036 0.0013 0.0045
Si 6.7583 1.3737 25.7487 0.013 0.001 0.0078
Si 3.9724 4.0812 25.7986 -0.0083 -0.0004 -0.0003
Si 9.5598 4.0887 25.9979 -0.0056 0.0334 -0.0019
Si 1.257 6.8441 25.7421 0.0359 0.0268 0.0166
Si 6.6899 6.7926 25.8296 0.0038 -0.012 0.01
Si 3.9367 9.5206 25.9409 -0.0072 0.0023 0.0188
Si 9.4498 9.583 25.8536 0.0044 -0.0034 0.0073
Si 2.5708 -0.0439 27.2423 0.0008 -0.0036 -0.0006
Si 8.085 0.0209 27.1808 -0.0094 0.0014 -0.0005
Si 0.0142 2.7097 27.2388 0.0068 -0.0039 -0.0042
Si 5.4198 2.7712 27.1358 0.0049 0.0036 0.0017
Si 2.6162 5.4766 27.1407 0.0022 -0.0092 -0.0072
Si 8.0776 5.4437 27.2135 0.0102 0.0006 -0.0047
Si -0.0446 8.2398 27.1589 -0.0164 -0.012 -0.0106
Si 5.4058 8.2087 27.2199 0.0032 -0.0032 -0.0034
Si 4.0335 1.3796 28.5147 -0.0055 -0.0056 0.0084
Si 9.4886 1.3772 28.5677 -0.002 0.0012 0.013
Si 1.339 4.1168 28.6017 -0.0119 -0.0016 0.0066
Si 6.7316 4.1036 28.6027 0.0021 0.0025 0.0044
Si 4.0035 6.8336 28.554 -0.0046 0.011 0.0125
Si 9.4983 6.854 28.5273 -0.0081 -0.0066 0.0046
Si 1.2493 9.5624 28.6443 0.0175 0.0081 -0.0103
Si 6.7676 9.5911 28.5925 -0.0005 0 0.0036
Si -0.0837 0.0368 29.9622 -0.0076 0.0046 -0.0014
Si 5.4022 0.0443 29.9167 0.0032 0.0043 -0.0038
Si 2.7244 2.7621 29.923 0.0074 -0.0028 -0.0038
Si 8.1458 2.7693 29.9256 0.0034 0.0018 -0.0057
Si -0.0626 5.5015 29.9115 0.0033 0.0056 -0.0053
Si 5.3907 5.5035 29.937 0.003 -0.005 -0.0048
Si 2.6768 8.2205 29.9413 0.0058 -0.008 -0.0031
Si 8.166 8.2349 29.9159 0.0071 -0.0016 -0.0043
Si 1.3323 1.4206 31.2959 -0.0004 -0.0019 0.0034
Si 6.7804 1.4134 31.3005 -0.0047 -0.0011 0.0061
Si 4.0602 4.1269 31.3243 -0.0028 0.0013 0.0073
Si 9.5155 4.1426 31.2991 -0.0023 -0.002 0.0051
Si 1.3065 6.8659 31.3089 -0.0065 0.0005 0.0071
Si 6.7868 6.8867 31.2916 -0.0015 0.0015 0.0048
Si 4.05 9.6125 31.3012 -0.0016 -0.0019 0.005
Si 9.5092 9.5926 31.3263 -0.0047 -0.005 0.0089
Si 2.7062 0.0631 0.7129 0.0051 0.002 -0.0038
Si 8.1654 0.0628 0.7008 0.0036 0.001 -0.0071
Si -0.0214 2.8029 0.7096 -0.0014 0.0015 -0.0053
Si 5.4467 2.7933 0.7394 0.0041 0.0002 -0.0048
Si 2.6951 5.5137 0.7064 0.0033 0.0009 -0.0077
Si 8.1738 5.541 0.7047 0.0029 -0.0011 -0.0049
Si -0.0267 8.2583 0.7394 0.0036 -0.0008 -0.0066
Si 5.4435 8.2728 0.7172 0.0019 0.0011 -0.0043
Si 4.0754 1.4224 2.1073 -0.003 -0.0012 0.0032
Si 9.5733 1.4018 2.0662 0.0037 -0.0025 0.0012
Si 1.3275 4.1866 2.0983 -0.0043 0.0003 0.0039
Si 6.8174 4.1928 2.087 -0.0054 0.0018 0.0006
Si 4.0651 6.8917 2.0677 -0.0014 0.0018 0.0018
Si 9.5486 6.8855 2.11 -0.0013 0.0014 0.0044
Si 1.3456 9.6551 2.0993 -0.0054 -0.001 0.0019
Si 6.8106 9.6659 2.0862 -0.006 -0.0016 0.0027
Si 0.0043 0.0825 3.4977 -0.0005 0.0001 -0.0093
Si 5.4649 0.0803 3.4841 0.0015 0.0021 -0.005
Si 2.6935 2.8136 3.4287 0.0065 -0.0009 -0.0008
Si 8.2384 2.8208 3.3662 -0.0033 -0.0015 0.011
Si 0.005 5.5593 3.5077 -0.0013 -0.0007 -0.0105
Si 5.4493 5.5718 3.4512 0.0042 -0.0022 -0.0027
Si 2.718 8.2765 3.4225 0.0037 -0.0013 0.0008
Si 8.2208 8.3323 3.4147 -0.001 -0.01 0.0019
Si 1.3606 1.4932 4.874 0.0033 0.0019 0.0036
Si 6.9033 1.5069 4.7624 0.0012 0.0074 -0.0031
Si 4.0498 4.1833 4.7856 0.0007 -0.0041 -0.0049
Si 9.5878 4.1068 4.8135 -0.0027 -0.0036 -0.0008
Si 1.3578 7.0036 4.8771 0.0042 0.0035 0
Si 6.8238 7.0248 4.7609 0.004 0.0036 -0.0028
Si 4.0847 9.5991 4.8183 -0.0002 -0.0023 0.0008
Si 9.6085 9.6115 4.8726 0.0027 -0.0025 0.0038
Si 2.7498 0.0667 6.1413 -0.0026 -0.0029 -0.0036
Si 8.2838 0.1452 6.1191 -0.0001 0.001 -0.0022
Si 0.0071 2.8286 6.3334 0 -0.0013 -0.0064
Si 5.5074 2.869 6.0892 0.004 -0.0028 -0.0032
Si 2.7456 5.6112 6.1569 -0.0032 0.0016 -0.0002
Si 8.2437 5.6258 5.9665 0.0001 0.0026 -0.0039
Si 0.0423 8.3366 6.3904 -0.0011 0.0016 -0.0055
Si 5.4914 8.3319 6.2487 -0.0007 0.0014 -0.0056
Si 4.4168 1.206 7.3424 -0.0026 0.004 0.0249
Si 9.808 1.1669 7.6476 -0.008 0.0019 0.0301
Si 1.1778 4.5272 7.5465 0.0091 -0.001 0.0326
Si 6.6461 4.5647 7.2766 0.0067 -0.0055 0.0232
Si 4.3214 6.7175 7.5544 -0.006 0.0058 0.0347
Si 9.7209 6.633 7.5146 -0.0089 0.0013 0.0282
Si 1.2895 9.9715 7.7199 0.0106 -0.0014 0.0302
Si 6.7173 9.989 7.4576 0.0061 -0.0045 0.026
O 9.5302 1.3216 23.9913 0.0004 0.0103 0.0166
O 4.0291 6.8261 23.9694 -0.0075 0.0125 0.0109
O 3.933 1.3256 24.0634 0.0269 0.0428 0.0169
O 9.374 6.8674 24.1743 0.0161 0.0759 -0.0315
O -0.0281 5.5763 8.0251 -0.0009 -0.0007 -0.0111
O 5.5639 0.1551 7.9285 -0.0036 0.0023 -0.0069
O 0.0774 0.1141 8.1539 -0.0013 0.0015 -0.0103
O 5.5374 5.6355 7.895 -0.004 -0.0001 -0.0114
O 7.6285 3.9699 8.4313 -0.0101 0.0105 -0.0251
O 8.6968 7.0562 8.7457 0.0122 -0.0113 -0.0247
O 2.2169 9.4925 9.025 -0.0155 0.0106 -0.0274
O 8.8871 1.6809 8.9355 0.0123 -0.0116 -0.0236
O 7.6214 9.4878 8.7392 -0.0102 0.0116 -0.0249
O 3.5691 1.8512 8.5774 0.0096 -0.0132 -0.025
O 3.5595 7.2308 8.9341 0.0093 -0.012 -0.0272
O 2.0616 4.0384 8.8527 -0.0158 0.011 -0.0273
O 8.0439 3.578 23.4342 0.008 -0.0221 0.0276
O -0.0713 4.9089 23.1568 0.0047 -0.0221 0.035
O 1.9333 3.1306 23.3089 -0.0025 0.0071 0.0008
O 5.7624 4.9217 23.1029 -0.0138 0.0163 0.0291
O 5.3788 10.1024 23.364 -0.0125 0.0156 0.0378
O 2.3619 8.7206 23.0468 0.0149 -0.0148 0.0364
O 0.1544 10.1428 23.0567 -0.0116 0.0071 0.0292
O 7.639 8.6643 23.1832 0.0061 -0.0045 0.0185
Si 8.6847 7.5892 18.4014 -0.0043 0.0002 -0.0056
Si 8.8219 6.3 13.6618 0.0008 -0.0009 0.0096
Si 3.8266 1.4826 14.7452 0.0005 0.001 0.0079
Si 2.1576 5.658 17.6847 0.0022 0.0012 -0.0054
Si 2.6114 2.9005 19.2712 0.002 0.0017 -0.0105
Si 9.8237 8.9863 12.0993 0.0007 0.0006 0.0168
Si 1.284 9.4437 22.0391 0.0015 0.0018 -0.0387
Si 9.1976 0.922 13.1902 -0.0006 -0.0007 0.0121
Si 1.4779 5.037 12.9946 -0.0002 0.0002 0.0111
Si 1.8105 8.2409 12.8012 -0.0018 -0.0007 0.017
Si 6.5589 9.5818 22.366 -0.0067 0.0097 -0.0412
Si 4.5467 4.541 15.7443 0.0001 -0.0014 0.0053
Si 8.2221 3.0318 9.6044 -0.0006 0.0057 0.0318
Si 0.8433 8.1543 19.2786 0.001 -0.0015 -0.018
Si 7.0135 1.3692 21.035 -0.0091 -0.0081 -0.0102
Si 8.2264 8.3077 9.7 0.0008 0.0008 0.0339
Si 10.9989 5.1818 15.6052 0.0005 0.0004 0.0037
Si 7.644 9.3827 16.2575 0.0001 0.0023 0.0038
Si 10.0376 2.0706 20.2678 0.0007 0.0038 -0.0159
Si 3.2337 8.525 9.9159 0.0027 -0.0005 0.0367
Si 6.829 3.2724 17.3084 -0.0016 -0.001 -0.002
Si 1.2192 0.1417 19.6938 0.0052 -0.0029 -0.0129
Si 3.2589 2.7757 12.3109 0.0002 0.0016 0.0174
Si 7.2323 5.2804 19.6221 -0.0052 -0.0007 -0.0115
Si 5.7604 8.6383 11.5688 0.0009 0.0009 0.0199
Si 5.802 6.0423 13.2466 -0.0012 -0.0011 0.0139
Si 4.692 9.5477 17.5523 0.0012 0.0028 -0.0019
As 1.2796 4.022 21.8245 0.0051 -0.0342 -0.0126
Si 5.1018 1.3756 18.5495 -0.0034 0.0032 -0.0051
Si 3.192 3.0913 9.549 0.0062 0.0015 0.0338
Si 6.4918 10.786 13.7847 0.0001 0.0018 0.0112
Si 10.3912 0.0441 15.9467 0.0001 -0.0021 0.0035
Si 5.6679 3.6443 11.1785 -0.0004 0.0037 0.0189
Si 9.8772 3.86 11.9171 0.0024 0.001 0.0178
Si 2.3791 9.8556 15.5285 -0.0001 0.0015 0.0059
Si 6.0885 8.0059 19.7569 -0.0018 -0.0036 -0.0146
Si 6.8871 3.9788 22.3588 0.0098 -0.0037 -0.0283
Si 9.8654 2.7408 17.3001 -0.0044 -0.0021 -0.0073
O 7.228 6.331 14.0008 -0.001 0.0003 -0.0039
O 1.8927 6.9499 18.7596 -0.0024 0.0049 0.006
O 10.5487 3.9507 16.5114 0.0002 0 0
O 6.2211 9.7513 16.9817 -0.0008 -0.0005 -0.0002
O 10.1829 0.6428 14.4455 -0.001 0.0014 -0.0064
O 8.4597 6.0074 18.8049 0.0012 -0.0006 0.0021
O 5.2016 0.6301 14.4284 0.0012 -0.001 -0.004
O 6.0661 1.8314 17.3236 0.0008 -0.0004 -0.0012
O 8.4657 1.9423 20.6551 0.0177 0.0051 0.0055
O 1.9731 4.2252 18.4856 -0.0017 -0.0051 0.0046
O 6.9718 2.8078 10.6377 0.0073 -0.0016 -0.0112
O 4.8925 2.6555 12.2119 0.0021 0.001 -0.0079
O 6.0562 4.3399 16.3512 0.0006 0.0002 -0.0008
O 4.5712 3.9116 9.9513 -0.0056 -0.0011 -0.0127
O 10.899 2.8004 21.4299 0.0246 0.0236 0.0286
O 9.7794 6.0879 14.982 -0.0017 0.0009 -0.0039
O 6.0124 6.3692 19.7721 0.0012 0.0005 0.0034
O 4.2497 0.052 18.1664 -0.0033 -0.0023 -0.0006
O 9.2507 10.5045 12.2665 0.0006 -0.0044 -0.0069
O 2.9078 4.339 12.6634 0.0016 -0.0031 -0.0044
O 1.9216 10.6655 21.1476 -0.0017 -0.0045 0.0141
O 4.1427 2.6656 18.7687 -0.0069 0.0027 0.0064
O 0.7658 9.965 15.9287 0.0007 -0.0007 -0.0013
O 1.2957 9.681 18.805 -0.001 -0.0007 0.0062
O 1.8588 1.4535 18.9685 0 -0.0001 0.0041
O 8.9901 10.2993 16.4697 -0.001 -0.0007 -0.0007
O 4.8798 8.4568 18.7556 0.0019 -0.0015 0.0046
O 9.5885 8.7065 10.4983 -0.0065 -0.0026 -0.0156
O 6.8394 3.9308 18.8105 0.0015 0.002 0.0047
O 2.864 1.6881 13.423 -0.0011 0.0012 -0.008
O 5.8412 8.6785 21.2253 0.0043 0.0075 0.0199
O 2.5543 2.4112 10.886 0.0012 0.0023 -0.0185
O 7.5862 4.8164 21.1521 -0.0013 -0.0022 0.0152
O 5.2331 7.4528 12.5883 0.0004 0.0035 -0.008
O 0.4416 9.0493 12.5065 -0.0004 0 -0.0056
O 7.607 1.0383 13.5672 0.0007 0.0005 -0.0041
O 7.1889 9.5827 14.6875 -0.0004 0.0002 -0.0044
O 9.0053 4.9744 12.7197 0.0009 -0.0036 -0.007
O 8.1797 7.9261 16.8533 0.0016 -0.002 0.0018
O 6.2362 2.5498 21.8882 -0.0095 0.0101 0.0151
O 2.5024 9.0373 14.0734 -0.0005 -0.0025 -0.0074
O 0.4591 4.4501 11.8586 -0.0023 -0.0018 -0.006
O 0.7692 8.2912 20.9555 0.0011 0.005 0.0189
O 9.4121 3.8284 10.3554 -0.0064 -0.0042 -0.0149
O 9.6933 2.3333 12.5059 0.0004 0.0043 -0.0072
O 7.6271 8.4481 19.3414 -0.0016 0.001 0.0036
O 2.5526 8.1843 11.3443 0.0068 0.0025 -0.0222
O 4.0152 2.9965 15.3905 -0.0006 -0.0007 -0.0037
O 0.9432 4.4926 14.4223 0.0013 0.0004 -0.0059
O 10.0476 2.9645 18.8963 0.0041 -0.0004 0.012
O 9.177 7.7436 12.959 0.0007 0.0033 -0.0063
O 10.5897 0.5398 19.9966 -0.0073 0.0068 0.0093
O 6.0348 5.0195 11.9668 0 -0.005 -0.009
O 8.3126 2.8607 16.8133 0.0016 -0.0001 0.0006
O 3.5606 5.3837 16.7892 -0.0008 0.0004 -0.0001
O 4.6981 9.1005 10.3835 -0.0053 0.0001 -0.012
O 1.5653 6.6566 13.1235 0.0009 0.0025 -0.0044
O 4.7722 5.4571 14.384 0.0014 0.0023 -0.0065
O 2.634 3.1405 20.8552 -0.0025 0.004 0.0202
O 10.5923 1.3284 16.9253 0.0015 0.0013 0.0016
O 1.024 6.0691 16.5681 0.0002 0.001 -0.0003
O 7.3074 10.9288 21.8622 -0.0009 -0.0105 0.0134
O 6.034 0.9677 19.8179 0.001 -0.0045 0.0035
O 6.0866 10.0105 12.3927 -0.0018 -0.0052 -0.0094
O 2.8872 0.4743 15.6028 0.0003 -0.0001 -0.0026
O 7.0572 7.9766 10.7887 0.0072 0.0008 -0.0135
O 10.2573 7.9079 18.6969 0.0048 0.0004 0.0046
O 3.4718 9.0822 16.5302 0.0002 -0.0012 -0.0002

Results
free energy: -141728.625 eV
free energy less fixed offsets of As -4856.12, O -568.88, Si -635.61 eV per atom: 0.585 eV

The program warned: the cutoff lies below the one the program advises for these potential files; the exchange-correlation potential is rough where the density is thin.
